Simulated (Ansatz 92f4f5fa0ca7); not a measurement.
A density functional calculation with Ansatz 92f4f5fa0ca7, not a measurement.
Periodic cell of 414 atoms, Si266O148, from a study of silicon, its oxide and their interface. The atomic structure is a simulated model.
Doubt: the cutoff is far below the 930 eV that the study's wrapper takes by default for these files, so forces and energies are approximate.

Settings
functional: PBE
potential files: Ansatz PAW
basis: plane waves
wave-function cutoff: 580 eV
density cutoff ratio: 5
exchange-correlation grid ratio: 1
k mesh: 1 x 1 x 1, Gamma-centred
self-consistency stop: 5e-08 eV per atom in the density residual
occupations: fixed
spin: none
net charge: 0

Cell vectors (angstrom)
a	15.4687	0	0
b	0	12.8259	0
c	0	0	35.9883

Atoms and the computed forces on them: element, x, y, z (angstrom), force x, y, z (eV/angstrom)
Si	-0.0216	1.1631	33.3135	-0.0049	0.0017	-0.0014
Si	3.8872	1.1674	33.3055	0.003	0.0018	-0.0063
Si	7.73	1.1717	33.2954	-0.001	-0.0008	-0.0033
Si	11.5941	1.1662	33.3066	-0.0034	-0.0003	-0.0015
Si	1.9343	7.5892	33.3233	0.0012	-0.0009	-0.0089
Si	5.7975	7.5855	33.3191	0.0014	-0.0033	-0.0037
Si	9.6817	7.588	33.3147	0.0025	-0.0056	-0.0061
Si	13.5275	7.5897	33.3174	-0.0012	-0.0022	-0.0087
Si	1.9336	5.247	33.7214	0.0714	0.1066	0.2311
Si	5.8008	5.247	33.7214	0.0209	0.0095	-0.1112
Si	9.6679	5.247	33.7214	-0.0221	0.0524	0.0198
Si	13.5351	5.247	33.7214	-0.0468	0.0975	0.0245
Si	0	11.6599	33.7214	-0.0867	0.1003	0.0837
Si	3.8672	11.6599	33.7214	-0.0089	0.0238	-0.0678
Si	7.7343	11.6599	33.7214	0.1481	0.0924	-0.1611
Si	11.6015	11.6599	33.7214	-0.0787	0.0201	-0.2606
Si	0	4.664	34.9582	0.019	0.0311	-0.0025
Si	3.8672	4.664	34.9582	-0.024	0.0367	0.0122
Si	7.7343	4.664	34.9582	0.005	0.019	-0.0055
Si	11.6015	4.664	34.9582	0.0051	0.0119	0.002
Si	1.9336	11.0769	34.9582	-0.0009	0.0166	-0.0223
Si	5.8008	11.0769	34.9582	-0.0119	-0.0479	-0.0646
Si	9.6679	11.0769	34.9582	-0.0193	0.0253	-0.0119
Si	13.5351	11.0769	34.9582	0.03	-0.038	-0.0474
Si	0	2.332	35.3704	-0.0523	0.0384	0.0223
Si	3.8672	2.332	35.3704	0.0801	0.016	-0.0038
Si	7.7343	2.332	35.3704	-0.0174	0.0174	-0.0635
Si	11.6015	2.332	35.3704	-0.0237	0.0265	-0.0091
Si	1.9336	8.745	35.3704	0.0205	0.0246	0.1426
Si	5.8008	8.745	35.3704	-0.0393	0.0152	0.0972
Si	9.6679	8.745	35.3704	0.0553	0.0149	0.0847
Si	13.5351	8.745	35.3704	-0.0457	0.0305	0.1074
Si	1.9336	1.749	0.6188	-0.0085	-0.0499	-0.0408
Si	5.8008	1.749	0.6188	-0.0035	-0.0105	-0.0056
Si	9.6679	1.749	0.6188	0.0072	-0.0273	-0.0207
Si	13.5351	1.749	0.6188	0.0067	-0.0288	-0.0082
Si	0	8.162	0.6188	0.0001	0.0015	-0.0019
Si	3.8672	8.162	0.6188	0.0108	0.04	0.0188
Si	7.7343	8.162	0.6188	-0.0065	-0.0059	-0.0135
Si	11.6015	8.162	0.6188	0.0129	0.0193	0.0221
Si	0	5.83	1.031	-0.0174	-0.0263	-0.0179
Si	3.8672	5.83	1.031	0.0256	-0.0015	0.0177
Si	7.7343	5.83	1.031	-0.007	-0.0096	0.0006
Si	11.6015	5.83	1.031	-0.0092	0.0162	0.025
Si	1.9336	12.2429	1.031	0.0084	-0.0182	-0.0074
Si	5.8008	12.2429	1.031	0.0075	-0.0066	-0.0124
Si	9.6679	12.2429	1.031	0.0288	-0.0268	-0.0096
Si	13.5351	12.2429	1.031	-0.031	-0.0274	-0.0278
Si	1.9336	5.247	2.2678	-0.0253	0.0094	0.0041
Si	5.8008	5.247	2.2678	0.0103	0.0203	0.0154
Si	9.6679	5.247	2.2678	-0.0365	0.0045	-0.017
Si	13.5351	5.247	2.2678	0.0911	-0.011	-0.058
Si	0	11.6599	2.2678	-0.0393	-0.0519	-0.1904
Si	3.8672	11.6599	2.2678	-0.0004	-0.0789	-0.2416
Si	7.7343	11.6599	2.2678	-0.0068	-0.0405	-0.1367
Si	11.6015	11.6599	2.2678	-0.0018	-0.0816	-0.2616
Si	1.9336	2.915	2.68	0.0061	0.0452	0.0437
Si	5.8008	2.915	2.68	0.0074	0.0352	0.0477
Si	9.6679	2.915	2.68	-0.0108	0.0246	0.0307
Si	13.5351	2.915	2.68	-0.0047	0.0578	0.0558
Si	0	9.328	2.68	-0.0069	0.0124	0.0325
Si	3.8672	9.328	2.68	-0.0092	-0.0439	-0.013
Si	7.7343	9.328	2.68	0.0033	-0.0048	0.0118
Si	11.6015	9.328	2.68	-0.0078	0.0012	0.0268
Si	0.3137	0.3222	26.765	-0.0065	-0.003	-0.0003
Si	3.5032	0.4305	26.6345	-0.0013	-0.0053	0.0017
Si	8.0853	0.5976	26.4462	0.0201	-0.1175	-0.0394
Si	11.2411	0.5198	26.528	-0.0239	-0.0215	-0.0161
Si	1.5942	6.4168	26.8086	-0.016	0.0028	-0.0148
Si	6.1994	6.4713	26.8604	0.0063	-0.0017	-0.0003
Si	9.3614	6.5088	26.8248	-0.005	-0.0038	-0.0067
Si	13.9524	6.4483	26.8775	0.0061	-0.0111	-0.0064
Si	1.8837	4.1008	27.0481	0.0007	-0.0192	0.0148
Si	5.8181	4.183	27.15	0.0009	-0.0108	0.0169
Si	9.6967	4.2019	27.0233	-0.0047	-0.0172	0.0077
Si	13.6457	4.1782	27.3782	-0.0056	-0.0004	0.0127
Si	-0.0235	10.808	26.9941	-0.0031	-0.0142	0.0044
Si	3.7524	10.2494	27.2438	0.0137	0.0101	0.0094
Si	8.0324	10.2982	26.4963	-0.095	0.1081	0.0009
Si	11.7038	10.2646	26.9546	0.0015	0.0089	-0.0057
Si	0.0956	3.5441	28.5185	0.0043	0.0118	-0.0126
Si	3.8417	3.6093	28.333	-0.0038	-0.0019	-0.0266
Si	7.7824	3.5413	28.3214	0.0017	0.0114	-0.0289
Si	11.5835	3.6135	28.3675	0.004	-0.0022	-0.0124
Si	1.7511	9.9662	28.3522	-0.0058	-0.001	-0.0025
Si	5.6166	9.7675	28.5277	0.0592	0.0238	-0.0358
Si	9.7172	9.8946	28.1519	-0.0097	0.0043	0.0039
Si	13.6083	10.0482	28.2937	-0.0035	-0.0046	0.0003
Si	0.0175	1.2534	28.8885	-0.0032	0.002	0
Si	3.8402	1.2863	28.7841	0.0095	-0.0004	0.0122
Si	7.7522	1.2281	28.702	0.0013	-0.008	0.0205
Si	11.5822	1.2705	28.7385	-0.0024	0.0111	0.0153
Si	1.882	7.6306	28.8218	-0.0039	0.0148	-0.0017
Si	5.7692	7.4984	28.951	0.0003	0.0038	-0.0022
Si	9.6525	7.6442	28.8445	-0.0008	0.0166	-0.0017
Si	13.5911	7.7215	28.8133	-0.0011	0.0153	0.0054
Si	1.9544	0.6193	30.0574	-0.0007	0.0073	0.0009
Si	5.8066	0.6186	29.9215	-0.0063	0.001	-0.0012
Si	9.6626	0.6216	29.961	0.0041	-0.0046	-0.0044
Si	13.5025	0.6301	29.9824	0.0004	-0.0022	0.0062
Si	-0.0062	7.06	30.0967	0.001	0.0011	-0.0037
Si	3.7911	6.9786	30.0678	0.0006	0.0024	0.0075
Si	7.7542	7.0182	30.1103	-0.0086	-0.0012	-0.0043
Si	11.627	7.0722	29.9977	0.004	-0.0032	0.0061
Si	0.0238	4.7414	30.5211	-0.0041	-0.0011	-0.0062
Si	3.8181	4.6702	30.4397	0.0077	0.0012	0.0059
Si	7.7575	4.6834	30.4101	0.0021	-0.0025	0.0048
Si	11.5889	4.7384	30.432	-0.0024	0.0025	-0.001
Si	1.9185	11.1121	30.4189	-0.0007	-0.0003	0.0046
Si	5.8234	11.1242	30.4279	-0.004	-0.009	-0.0097
Si	9.6665	11.0963	30.2703	-0.0018	-0.0002	0.0013
Si	13.5302	11.1355	30.3937	0.0014	0.002	0.0005
Si	1.9324	4.0667	31.7047	-0.0034	0.0014	0.0094
Si	5.8009	4.0984	31.6308	-0.0039	0.006	0.0065
Si	9.6702	4.0884	31.6602	0.0017	0.0009	0.0063
Si	13.5214	4.1002	31.6562	0.0015	0.0068	0.0061
Si	-0.0123	10.5393	31.6535	-0.0058	-0.0014	0.0004
Si	3.8674	10.51	31.6418	0.0051	0.0023	0.0047
Si	7.771	10.5283	31.6261	0.0045	0.0002	-0.0024
Si	11.5793	10.5263	31.6023	-0.0059	0.0033	0.0004
Si	1.929	1.7445	32.1205	-0.0005	-0.001	-0.0004
Si	5.8083	1.7576	32.0229	0.0012	-0.0001	0.0007
Si	9.6675	1.7469	32.055	0.0011	0.0032	0.0018
Si	13.5151	1.7673	32.0625	0.0045	-0.0044	-0.0012
Si	-0.0022	8.2177	32.1259	0.003	0.0006	0.0014
Si	3.8633	8.1842	32.0911	-0.0027	-0.0037	-0.0003
Si	7.74	8.2018	32.1239	-0.0007	0.0025	0.0075
Si	11.6067	8.2021	32.0689	-0.0018	-0.0021	0.0002
Si	0	2.332	3.9167	0.0003	-0.0044	0.2817
Si	3.8672	2.332	3.9167	-0.0061	0.0024	0.1942
Si	7.7343	2.332	3.9167	0.0393	-0.031	0.1816
Si	11.6015	2.332	3.9167	-0.0291	-0.052	0.2112
Si	1.9336	8.745	3.9167	0.0642	-0.1382	-0.1068
Si	5.8008	8.745	3.9167	-0.0301	-0.0924	-0.0492
Si	9.6679	8.745	3.9167	0.0002	-0.1171	-0.0581
Si	13.5351	8.745	3.9167	0.0223	-0.1035	0.1115
Si	1.9286	6.4045	4.3354	-0.0015	0.0044	0.0077
Si	5.8036	6.4089	4.333	0.0017	0.0007	0.0077
Si	9.6656	6.4051	4.3314	-0.0007	0.0052	0.0087
Si	13.5558	6.4061	4.3234	0.0003	0.0033	0.0071
Si	-0.0143	12.8203	4.3068	-0.0023	0.0008	0.0009
Si	3.8647	12.8209	4.2985	0.0003	-0.0019	0.0009
Si	7.7322	12.8211	4.3139	0.0001	0.0003	0.0012
Si	11.6009	12.8181	4.2943	0.0021	-0.0035	0.0002
Si	0.0049	5.8072	5.5932	0.0013	-0.0028	-0.0006
Si	3.8659	5.8094	5.5559	-0.0008	-0.0074	-0.0045
Si	7.7321	5.8079	5.576	-0.0022	-0.0055	-0.0018
Si	11.6199	5.7852	5.517	-0.0006	-0.0062	-0.0039
Si	1.9254	12.2142	5.4957	0.0064	-0.0053	-0.0044
Si	5.7905	12.2191	5.5208	-0.0059	-0.0029	-0.0019
Si	9.6782	12.2147	5.5106	0.0069	-0.0044	-0.0077
Si	13.5191	12.1975	5.5145	-0.006	0.0017	-0.0012
Si	-0.0088	3.4825	6.0326	-0.0001	-0.0031	0.0018
Si	3.8694	3.4862	6.0168	0.0003	0.0043	0.0045
Si	7.7385	3.4852	6.0098	-0.0012	0.0008	0.002
Si	11.5929	3.4662	6.0261	0.0035	0.0056	0.0078
Si	1.9595	9.8802	5.974	0.0025	0.0001	-0.0094
Si	5.8017	9.8891	5.9808	0.001	-0.0026	-0.007
Si	9.6746	9.8813	5.9812	-0.0014	-0.0007	-0.0055
Si	13.5527	9.8812	6.008	0.0042	-0.0097	-0.0047
Si	1.9399	2.947	7.3	-0.0032	0.0011	-0.0013
Si	5.8122	2.9112	7.2698	-0.0005	-0.0044	0.0001
Si	9.6511	2.9288	7.3108	0.0006	-0.0044	-0.0088
Si	13.5187	2.8612	7.2896	-0.0004	-0.0081	-0.0074
Si	0.0561	9.2444	7.2093	-0.0068	-0.0073	0.0028
Si	3.8825	9.272	7.219	-0.0032	0.0041	-0.0015
Si	7.7322	9.2456	7.1889	0.0023	-0.0078	0.0114
Si	11.5984	9.2623	7.2137	0.0002	0.0066	-0.0004
Si	0.011	6.9175	7.6909	-0.0021	0.0052	-0.0122
Si	3.8755	6.9413	7.6248	-0.0017	0.0023	-0.0019
Si	7.7449	6.9274	7.6603	-0.0007	0.0097	-0.0145
Si	11.6673	6.9215	7.5584	0.0064	-0.0013	-0.0025
Si	1.9017	13.4167	7.5015	-0.0045	0.0032	-0.0019
Si	5.7664	13.3821	7.5601	0.0098	0.0078	0.0008
Si	9.6665	13.3945	7.5348	-0.0107	0.0047	-0.0052
Si	13.4941	13.3337	7.5602	0.0096	0.0074	0.0024
Si	1.9671	6.4054	8.9333	0.0064	-0.0128	0.0048
Si	5.7885	6.3764	8.9044	-0.0047	-0.0123	-0.0048
Si	9.7601	6.3802	8.798	0.0007	-0.01	0.0069
Si	13.5275	6.2599	8.8912	0	-0.0079	0.0007
Si	-0.004	12.6837	8.6585	-0.0093	-0.0012	0.0087
Si	3.7909	12.7845	8.7082	0.0046	0.0027	-0.0029
Si	7.7296	12.6745	8.6455	0.0036	-0.016	-0.0072
Si	11.5553	12.757	8.7859	0.0043	0.0006	0.0024
Si	2.0085	4.0919	9.4437	0.0023	-0.0028	-0.0034
Si	5.8305	4.0112	9.3998	0.0041	0.007	-0.0022
Si	9.7282	4.0825	9.4456	0.0087	0.0015	-0.0039
Si	13.4914	3.9101	9.4445	0.0053	0.0091	0.0004
Si	0.1358	10.4045	9.2583	0.0014	-0.0026	0.0055
Si	3.8344	10.5149	9.2349	-0.0011	-0.013	0.0188
Si	7.6897	10.3928	9.2376	-0.0053	-0.0212	0.0004
Si	11.5023	10.4848	9.2459	-0.0003	-0.0115	0.0149
Si	0.0272	3.7545	10.7133	-0.0094	0.0126	0.0046
Si	3.9494	3.341	10.6719	-0.0028	0.0234	0.0037
Si	7.7735	3.8248	10.7964	-0.0149	-0.0054	-0.0025
Si	11.5691	3.2075	10.7576	0.0046	0.0093	0.0016
Si	2.0745	9.913	10.6966	-0.0092	0.0107	-0.003
Si	5.731	10.0638	10.541	0.0008	-0.0017	-0.0176
Si	9.5657	9.9031	10.5766	0.0091	0.0143	-0.014
Si	13.5481	9.9223	10.2524	0.0054	0.0079	-0.0222
Si	0.5426	0.9765	11.5205	0.001	-0.0131	-0.0093
Si	3.6144	1.0358	10.7679	-0.0048	0.0037	0.002
Si	8.3441	0.9692	11.5275	-0.0051	-0.0226	-0.0023
Si	11.4384	0.8586	10.9532	0.0047	-0.0022	-0.0038
Si	2.2914	7.5816	10.9998	-0.0046	0.0032	-0.0036
Si	5.4265	7.7297	10.8485	-0.0165	0.0244	-0.006
Si	10.0801	7.6068	10.7845	0.0087	0.0098	-0.0055
Si	13.2116	7.6692	10.762	-0.0232	0.0081	0.0164
O	11.6517	7.4383	11.2745	0.0048	-0.0026	0.0001
O	3.8957	7.3353	11.3982	0.0163	-0.0095	0.0029
O	0.0311	6.726	26.3306	0.0159	0.0018	-0.0025
O	7.7716	6.7344	26.4176	0.0043	-0.0022	-0.0022
O	9.6806	0.8852	26.1615	-0.0231	-0.0343	0.0106
O	1.8921	0.572	26.3209	0.0077	0.0006	-0.0074
O	9.935	13.4261	11.6414	0.0291	-0.0048	0.0279
O	2.1524	13.518	11.5012	0.0208	-0.0018	0.0177
O	4.872	13.3786	11.7076	0.0029	0.0018	0.0085
O	1.3591	7.0421	12.2692	0.0024	-0.0044	0.0063
O	8.0808	2.5456	11.7862	0.0004	0.0373	0.0152
O	7.4219	12.9596	12.5706	0.0071	0.0041	0.0135
O	15.2172	12.8217	12.5552	0.004	0.0046	0.01
O	6.5435	7.3841	11.995	-0.0158	0.0111	0.0119
O	2.4427	10.6703	12.1582	-0.002	0.0003	-0.0122
O	5.8024	10.9299	11.9827	-0.0008	-0.0082	0.0072
O	-0.2284	5.0501	11.6681	0.0034	-0.0069	-0.0009
O	14.1894	7.4213	12.0633	-0.0082	0.0026	-0.0063
O	9.2143	10.7039	12.0137	-0.0016	-0.0007	-0.0035
O	4.2855	3.7054	12.2696	0.0002	-0.0007	-0.0076
O	11.4244	3.6246	12.3744	-0.0007	-0.0001	-0.0032
O	13.7808	10.7024	11.6877	-0.001	-0.0067	-0.0018
O	12.5744	13.0513	11.9898	-0.0048	0.0061	0.0114
O	7.4458	4.9281	11.9763	-0.0074	-0.0199	0.0046
O	13.7901	3.4224	25.9164	0.0035	0.0043	0.0037
O	9.7427	3.5867	25.476	-0.0034	0.0066	0.0083
O	11.9246	9.2294	25.6849	-0.0011	-0.0032	-0.0075
O	8.058	9.5315	25.052	-0.0109	0.0231	0.0296
O	5.3112	6.9884	25.5801	0.0018	-0.0021	-0.0095
O	7.1098	1.3896	25.3932	0.0105	-0.0115	-0.0085
O	12.9425	6.7771	25.6298	0.009	-0.0005	-0.0069
O	3.8496	9.1704	26.0271	-0.0036	-0.0049	-0.0141
O	14.7838	0.9546	25.5938	0.0071	-0.0015	-0.0109
O	4.3826	1.2306	25.5086	-0.0001	0.0013	-0.0104
O	2.6259	6.8747	25.6123	-0.0119	-0.003	0.0023
O	1.8088	3.3557	25.5507	0.0011	0.0039	0.01
O	10.2846	7.1642	25.6257	-0.0069	-0.0019	-0.0066
O	12.1551	1.3528	25.4591	-0.0129	-0.0081	-0.0075
O	5.6784	3.5566	25.6108	0.001	0.0054	-0.0069
O	-0.0949	10.2935	25.41	0.0005	-0.0007	0.0064
Si	1.6647	10.4712	17.7189	-0.0009	0.0009	-0.0087
Si	8.5653	1.9336	21.708	0.0016	-0.0012	0.0074
Si	13.8469	11.5802	22.0836	-0.0046	-0.0016	0.0117
Si	5.6828	2.0588	24.9622	-0.0074	0.0034	0.0078
Si	0.7884	0.4905	22.6962	-0.0034	0.002	0.0147
Si	7.9073	8.1484	14.7169	0.0013	0.0098	-0.0116
Si	11.6879	5.6649	15.983	0.0002	0.0054	-0.0154
Si	10.9736	10.5275	22.2056	-0.0016	0.0045	0.0181
Si	12.8411	1.2241	15.6729	0.0024	-0.0022	-0.0142
Si	8.3075	11.727	21.4315	-0.0002	0.0048	0.0152
Si	2.9	8.9019	19.8587	-0.0009	-0.0017	0.001
Si	15.1113	12.8447	17.2035	0.0016	-0.0029	-0.0082
Si	0.511	10.6131	23.9241	-0.0043	0.0004	0.0051
Si	12.8311	11.9645	19.2445	-0.0009	0.0018	0.0018
Si	-0.1258	6.3839	12.5555	-0.0017	-0.0041	-0.0033
Si	14.4731	6.6452	15.4992	-0.0047	0.0068	-0.0097
Si	11.3449	3.2746	13.9656	-0.0009	0.0025	-0.0122
Si	4.162	3.5552	13.8908	0.0008	-0.0002	-0.0148
Si	11.1522	10.1348	17.364	0.0005	-0.0025	-0.0107
Si	8.7621	6.4651	22.4895	-0.006	-0.0047	0.0212
Si	4.0006	13.2566	14.8206	-0.0024	0.0022	-0.0154
Si	6.2873	3.8984	16.1371	0.0035	0.0026	-0.0097
Si	1.7813	3.341	23.9153	-0.0033	0.0034	0.008
Si	9.0996	2.3769	15.8785	0.0012	-0.0016	-0.0176
Si	1.1954	8.5444	15.4411	-0.0014	0.0011	-0.0135
Si	2.6547	1.3448	20.3833	-0.0027	0.0006	0.0014
Si	3.6715	4.229	17.5391	-0.0017	-0.0031	-0.0092
Si	2.4136	5.7286	19.6485	0.0001	0.0075	-0.0035
Si	11.2733	1.7187	20.2572	-0.0039	-0.0023	0.0046
Si	3.9796	12.557	17.8859	-0.0022	-0.004	-0.0054
Si	13.7639	12.0554	12.5564	-0.0038	-0.0015	-0.0075
Si	1.0686	5.7724	22.2596	-0.0052	0.0026	0.0192
Si	7.0883	6.0192	18.2254	0.0012	0.0018	-0.0028
Si	15.1505	5.0557	18.1964	-0.0004	-0.0016	0.0003
Si	12.1669	11.259	14.9078	-0.0063	-0.0026	-0.0126
Si	8.5099	9.4949	23.4915	0.0044	0.0009	0.0109
Si	3.2727	6.148	15.1439	0.0004	0.0035	-0.0198
Si	1.1778	2.5478	18.165	-0.0049	0.0022	-0.0072
Si	3.9395	7.774	25.2347	0.0035	-0.0015	0.007
Si	9.451	10.5114	13.6249	-0.0051	0.0026	-0.0102
Si	4.9455	8.6534	15.008	-0.0005	-0.0018	-0.0112
Si	9.4634	7.4957	17.2047	0.0038	0.0002	-0.0086
Si	2.5559	8.503	22.8611	-0.0048	0.0014	0.01
Si	2.6802	10.6044	13.7843	-0.0012	-0.006	-0.0054
Si	5.4795	8.7325	18.1251	0.0045	-0.0013	-0.0049
Si	4.5085	3.0058	22.3618	-0.0009	0.0069	0.008
Si	8.8098	12.03	16.2101	-0.0012	-0.001	-0.0106
Si	11.489	7.6059	21.8842	0.0027	0.0006	0.0065
Si	11.7274	7.7178	25.0999	0.0019	0.0072	0.0095
Si	13.7431	5.6542	20.8838	0.0003	0.0018	0.0097
Si	6.7991	4.4723	20.9538	0.0046	0.0067	0.0081
Si	12.6085	3.1802	22.5787	-0.0046	0.0008	0.011
Si	7.7515	6.4182	12.4966	-0.0078	0.0012	-0.001
Si	13.6106	2.0153	25.1479	0.0054	0.0018	0.0053
Si	9.8534	3.8705	23.877	0.0022	0.0054	0.0067
Si	11.4665	3.2218	17.6461	-0.0008	0.0004	-0.01
Si	5.8712	12.4498	12.6006	-0.0078	-0.0064	-0.0045
Si	6.8375	11.3594	18.5409	-0.0014	0.0002	-0.0112
O	3.534	5.5983	16.6546	-0.0006	0.0046	0.0042
O	12.8542	6.7475	15.6357	0.0026	-0.0028	0.0105
O	-0.5317	5.6988	16.7309	-0.0014	0.0051	-0.0048
O	0.382	11.3668	17.2038	-0.0018	0.0024	0.0084
O	2.4214	3.1879	17.3009	0.0043	0.0023	0.005
O	9.9365	11.4524	21.3231	0.003	-0.0023	-0.0084
O	4.8634	8.8842	16.6203	-0.0038	0.0002	-0.0002
O	0.9117	4.6415	23.423	0.0013	-0.0025	-0.0117
O	12.5488	2.2043	14.3735	0.0001	0.0023	0.0078
O	13.8819	12.6771	18.243	0.004	0.0017	0.0007
O	7.5104	3.0031	21.0739	0.0009	-0.0058	-0.0044
O	7.9979	0.4163	22.0219	0	0.0049	-0.0095
O	12.1971	10.1115	16.0807	0.0029	0.0035	0.0038
O	6.7315	9.741	18.381	-0.0017	-0.0059	0.0045
O	13.7075	11.3578	20.4789	0.0024	0.002	0.0028
O	11.0298	10.8205	13.8353	0.0006	-0.0003	0.0077
O	11.8709	12.7328	15.5662	0.0026	0.0001	0.0081
O	6.4789	8.9055	14.5264	0.0071	-0.0016	0.0099
O	10.484	8.6757	17.7391	-0.0015	-0.0006	0.0039
O	12.6399	6.8329	21.0462	-0.0037	0.0016	-0.0039
O	3.3002	3.5219	23.3353	0.001	0.0005	-0.0109
O	3.8784	2.0158	21.2251	0.0064	0.0051	-0.0006
O	1.7187	9.8941	19.2637	0.0014	0.0007	-0.0039
O	1.6253	7.1873	22.7841	0.0055	0.0012	-0.0103
O	6.7954	4.8926	19.3726	-0.0011	0.0004	-0.0012
O	11.421	3.9275	23.4179	-0.0008	-0.0003	-0.0081
O	11.7651	13.1203	19.6615	-0.0036	0.0029	0.0008
O	1.3904	9.7647	14.3638	0.0032	0.0085	0.0059
O	11.5424	2.9757	19.2457	0.0001	-0.0009	-0.0018
O	12.2911	11.4223	22.6478	-0.0001	0.0008	-0.0111
O	2.1102	5.1836	21.1477	-0.0028	-0.0029	-0.0002
O	3.0876	4.765	14.265	-0.0015	-0.0028	0.0108
O	5.3169	4.245	21.639	-0.0082	-0.0047	-0.0054
O	3.024	11.3138	17.4759	0.0005	0.0014	0.0065
O	12.0026	10.7058	18.6242	-0.0018	-0.0018	0.0003
O	17.4455	7.1419	15.1109	0	-0.0039	0.0128
O	14.6672	13.0082	22.3072	0.0027	0	-0.0097
O	8.2801	8.1569	16.2932	-0.0058	0.0001	0.0003
O	9.1397	2.6341	23.0736	0.0004	0.0004	-0.0032
O	1.0876	1.9566	23.3648	0.0026	0.004	-0.0086
O	9.0833	8.9524	13.925	-0.0001	-0.0042	0.0113
O	11.8054	7.6156	23.4864	0.0004	-0.0005	0.0077
O	10.0922	9.9734	23.4818	-0.0065	-0.002	-0.0087
O	1.1489	12.1224	23.7659	0.0033	-0.0027	-0.0065
O	1.7546	0.3774	21.3631	-0.0069	-0.0026	-0.0002
O	3.9296	8.0942	23.6413	-0.0047	0.0018	-0.0096
O	9.9268	3.0971	17.0978	-0.0042	0.0002	0.0055
O	5.3774	12.6398	14.1507	0.0027	-0.0014	0.0049
O	9.1741	5.3399	23.6152	0.0014	-0.0018	-0.006
O	13.3094	4.2685	21.608	-0.0003	-0.0027	-0.0062
O	6.8843	5.3031	16.7512	-0.0038	-0.0032	0.0056
O	3.6338	4.8004	19.0742	0.0013	-0.0005	-0.0024
O	15.0812	8.1618	15.5554	-0.0003	-0.0031	0.0091
O	4.5215	7.1003	14.6662	0.0007	-0.0041	0.0107
O	8.2678	7.9286	23.0466	0.0006	0.0127	-0.0063
O	5.3765	12.0715	18.5548	-0.0056	0.0029	0.002
O	5.9869	7.2119	18.3993	-0.0003	-0.0009	0.0015
O	14.0005	5.4337	19.2851	-0.0013	-0.0014	0.0007
O	1.1225	5.5843	18.6912	0.0026	-0.0008	0.0039
O	4.0012	9.724	14.213	-0.0017	0.0039	0.0098
O	11.5548	4.713	14.6822	-0.0017	-0.006	0.0077
O	9.9639	11.1709	16.9699	-0.0039	0.004	0.0048
O	15.2771	3.4305	18.0401	0.0002	-0.0002	0.0035
O	5.5716	3.9624	14.6521	-0.006	-0.0005	0.0037
O	7.5193	11.9372	17.182	0.0021	0.0019	0.0015
O	2.9555	9.1875	21.4517	-0.0024	-0.0037	0.0045
O	0.8207	1.0571	17.6234	0.0004	0.0006	0.0057
O	1.6272	2.4598	19.7437	0.0014	-0.0024	0.0002
O	9.1547	13.6015	16.0769	0.0023	0.0025	0.0097
O	10.3164	6.4767	16.2692	0.0023	-0.0025	0.0081
O	7.559	5.7389	21.6657	0.0034	0.0036	-0.0081
O	14.3952	0.679	15.8593	-0.0061	0.002	0.0074
O	11.433	9.1729	21.3873	-0.0013	0.0016	-0.007
O	7.5417	2.8639	15.9613	-0.0023	0.0006	0.01
O	14.7731	10.4367	22.8175	0.0083	-0.0006	-0.0059
O	13.5428	11.4855	14.0714	0.0027	0.001	0.0073
O	1.7286	9.0906	16.8656	0.0002	-0.0024	0.0041
O	4.3388	9.2146	19.1803	-0.0023	-0.0004	0.0011
O	12.0205	4.7194	17.2868	0.0002	0.0017	0.0045
O	8.6243	6.6443	18.3396	-0.0003	0.0022	0
O	8.5928	11.4247	14.6904	0.0021	-0.0038	0.0063
O	7.8301	6.6227	14.1152	0.0001	-0.0046	0.0086
O	13.6664	2.4611	23.5863	0.0026	-0.0052	-0.0003
O	15.1106	6.145	21.5955	0.0059	0.0009	-0.005
O	10.0897	6.8006	21.5836	-0.0025	0.0019	-0.0077
O	2.6866	7.3148	19.6466	0.0019	0.0023	-0.0018
O	12.4142	2.0857	16.9765	0.0037	-0.0023	0.0038
O	12.0431	1.9723	21.6564	0.0042	0.0051	0.0013
O	7.642	11.647	19.9372	0.0065	0.0026	0.0055
O	7.7368	10.5575	22.4715	0.0009	-0.0103	-0.0067
O	5.5597	2.1872	23.337	0.0037	-0.0034	0.0022
O	3.2822	0.5812	19.0898	-0.0003	-0.0003	-0.0001
O	15.0119	5.9854	14.0988	0.0056	-0.0011	-0.0057
O	1.7274	9.5821	23.7305	0.0053	-0.0005	-0.0099
O	5.0752	3.4516	17.1787	0	0.0002	0.0061
O	2.8303	12.1524	14.3695	-0.0009	-0.001	0.0103
O	9.6817	1.6885	20.5473	-0.0009	0	-0.003
O	3.7277	1.9953	14.2976	0.0016	-0.0001	0.0132
O	4.1831	13.3409	16.4513	0.0014	0.0021	-0.0021
O	9.8686	2.7128	14.4537	-0.0001	-0.0009	0.0092
O	7.8473	11.8612	26.0927	0.0345	-0.0373	0.0645
O	-0.1117	0.7734	10.0423	-0.011	-0.0057	-0.0172
O	6.6939	-2.9904	27.2727	0.0554	0.0525	-0.0237
O	3.9619	11.6989	26.4933	-0.0145	-0.0082	-0.0063
O	9.2043	6.8376	11.9231	0.0295	0.0038	0.0078
O	15.7039	2.5459	11.8363	-0.0071	0.0243	0.0051
O	7.7519	0.7381	10.0373	-0.0194	0.0166	-0.0132
O	11.5561	-1.0662	26.2671	-0.0002	0.0197	0.0041

Results
free energy: -253275.194 eV
free energy less fixed offsets of O -568.88, Si -635.61 eV per atom: -8.694 eV

The program warned: the cutoff lies below the one the program advises for these potential files; the exchange-correlation potential is rough where the density is thin.
